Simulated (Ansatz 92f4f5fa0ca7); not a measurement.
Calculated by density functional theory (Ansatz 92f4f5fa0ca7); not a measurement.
Periodic cell of 252 atoms, Si144O100N8, from a study of silicon, its oxide and their interface. The atomic structure is a simulated model.

Settings
functional: r2SCAN
potential files: Ansatz PAW
basis: plane waves
wave-function cutoff: 800 eV
density cutoff ratio: 5
exchange-correlation grid ratio: 1
k mesh: 1 x 1 x 1, shifted by 0.5 0.5 0 of a step
self-consistency stop: 1e-10 eV per atom in the density residual
occupations: fixed
spin: none
net charge: 0

Cell vectors (angstrom)
a  10.887  0  0
b  0  10.887  0
c  0  0  35.8628

Atoms: element, x, y, z (angstrom)
Si  -0.2863  0.307  0.3126
Si  2.2755  2.8963  0.0639
Si  0.1044  5.0861  0.2115
Si  2.9564  7.9372  -0.0356
Si  5.8114  -0.1463  -0.2068
Si  8.4639  2.4633  0.3531
Si  5.1374  5.6728  -0.0238
Si  8.0594  8.497  -0.1757
Si  1.2881  1.433  1.5815
Si  3.9968  4.051  1.2601
Si  1.3311  6.795  1.2806
Si  4.1501  9.5904  1.1566
Si  6.797  1.2774  1.4173
Si  9.5928  3.9898  1.6747
Si  6.862  6.8332  1.1394
Si  9.4449  9.5327  1.4349
Si  0.0174  2.6976  3.0478
Si  2.7789  -0.0163  2.6495
Si  -0.0048  8.1497  2.6765
Si  2.6794  5.4243  2.6915
Si  5.3962  2.7183  2.6458
Si  8.1046  -0.0472  2.843
Si  5.492  8.1991  2.5902
Si  8.13  5.4933  2.6763
Si  1.408  4.1322  4.2098
Si  4.0852  1.3567  4.0552
Si  1.389  9.5096  4.0141
Si  4.0948  6.8198  3.9813
Si  6.7693  4.0965  4.0123
Si  9.4724  1.3007  4.2206
Si  6.7506  9.4794  4.1351
Si  9.5208  6.8077  4.0628
Si  0.0296  -0.0635  5.4509
Si  2.763  2.709  5.4723
Si  -0.0147  5.4779  5.4865
Si  2.7334  8.1607  5.3998
Si  5.417  0.0107  5.4614
Si  8.1073  2.7487  5.4601
Si  5.4322  5.4537  5.3836
Si  8.1692  8.1463  5.4463
Si  1.3658  1.3399  6.7886
Si  4.1293  4.083  6.7927
Si  1.3704  6.8354  6.8192
Si  4.0503  9.5346  6.8057
Si  6.7736  1.3783  6.8359
Si  9.5061  4.0896  6.817
Si  6.7996  6.7835  6.7754
Si  9.5401  9.4919  6.8082
Si  -0.0072  2.6887  8.1388
Si  2.6945  0.0048  8.1877
Si  -0.0194  8.1535  8.2051
Si  2.7706  5.449  8.1281
Si  5.4341  2.7443  8.2217
Si  8.1895  0.003  8.1371
Si  5.4683  8.1843  8.1237
Si  8.1404  5.448  8.1721
Si  1.4056  4.0514  9.4326
Si  4.0592  1.3615  9.5564
Si  1.3022  9.5556  9.5478
Si  4.1489  6.8123  9.4882
Si  6.8194  4.1055  9.5754
Si  9.5197  1.3444  9.5377
Si  6.8449  9.5301  9.4975
Si  9.4752  6.8018  9.5603
Si  -0.0744  -0.0112  10.9769
Si  2.6849  2.7351  10.9121
Si  0.0012  5.3505  10.7507
Si  2.7392  8.1721  10.7674
Si  5.5043  0.0078  10.8434
Si  8.1682  2.7047  10.9098
Si  5.529  5.535  10.9409
Si  8.1323  8.2004  10.9672
Si  1.2844  1.3703  12.3001
Si  4.1265  4.145  12.1733
Si  1.3342  6.7706  11.9997
Si  4.1352  9.4959  12.1066
Si  6.78  1.381  12.2989
Si  9.6317  4.0011  12.211
Si  6.8572  6.8814  12.4559
Si  9.4124  9.5517  12.4248
Si  -0.1069  2.6257  13.79
Si  2.8825  0.0735  13.3977
Si  0.1033  8.0928  13.4463
Si  2.6517  5.4667  13.3821
Si  5.5006  2.8983  13.6037
Si  7.9675  0.0564  13.8689
Si  5.2687  8.2322  13.7403
Si  8.5309  5.509  13.5813
Si  1.4641  4.048  14.7794
Si  3.9903  1.5976  14.8469
Si  1.6935  9.3474  14.5378
Si  3.6301  6.9184  14.9173
Si  7.2344  4.0575  14.7922
Si  9.1417  1.5256  15.3299
Si  6.178  9.9214  15.1849
Si  10.182  6.5668  15.0446
Si  6.8756  4.0225  33.9075
Si  14.2741  -7.0893  27.5566
Si  2.5001  8.7448  17.1947
Si  2.1695  2.4165  17.1756
Si  8.6027  11.0901  18.0408
Si  1.7628  5.1075  22.5742
Si  15.5146  18.1282  18.8
Si  15.9321  -0.9585  19.8873
Si  5.385  5.078  16.7961
Si  8.8697  2.9163  24.7828
Si  8.5234  5.3427  18.4993
Si  11.5347  18.8128  19.121
Si  10.8547  2.7285  22.5036
Si  4.3691  0.4431  17.5044
Si  12.8883  9.8773  20.9658
Si  4.5408  18.5287  23.6658
Si  -1.6223  -1.1318  23.3461
Si  7.1463  2.8495  17.3372
Si  11.2825  10.7202  17.0237
Si  8.1346  8.1367  17.0373
Si  15.3034  -0.2841  24.937
Si  4.0266  -6.2149  24.6349
Si  10.4852  17.8914  23.5253
Si  13.7916  -3.7218  21.139
Si  7.4174  5.5191  29.6591
Si  9.0571  6.9688  20.7865
Si  10.1998  9.4627  27.9102
Si  0.8812  -3.4543  28.7778
Si  23.8863  15.9239  29.8501
Si  8.5718  15.367  27.323
Si  -0.6922  -10.4852  25.6524
Si  2.4544  1.4918  33.0611
Si  9.7115  -2.8113  32.9001
Si  1.6428  11.2089  23.7654
Si  16.8883  2.1706  24.8381
Si  21.1576  0.4916  20.7465
Si  -1.7948  18.9405  30.0632
Si  -4.6791  12.4307  30.0941
Si  -1.975  2.9971  29.7362
Si  -5.9781  1.2135  27.3838
Si  6.8221  8.6265  21.942
Si  15.7595  4.3868  29.9375
Si  5.4532  12.3306  32.8285
Si  9.5385  5.1875  33.3508
Si  11.4441  16.0525  17.4597
Si  10.2732  6.8583  26.5307
Si  11.1653  14.1924  31.5893
Si  1.3036  -1.2076  33.8366
O  -0.945  -5.4122  34.8953
O  -12.692  -0.2855  24.7022
O  5.4999  0.5796  34.214
O  1.2358  4.0723  35.4564
O  2.5573  2.0029  34.5975
O  -4.8548  9.8194  21.1623
O  9.4686  16.6808  27.3988
O  10.0573  -4.4154  24.9882
O  0.228  -2.0217  32.9671
O  10.1957  2.4981  30.5753
O  -0.4349  -14.5598  29.7279
O  -0.5772  -7.0042  32.8286
O  5.6889  4.9421  34.4922
O  2.3329  8.6144  34.4825
O  6.6675  5.2702  15.8069
O  6.8495  8.7153  16.1744
N  5.0929  0.4241  15.9059
O  -2.955  6.7748  17.923
O  5.3937  5.9758  18.1496
N  2.5761  8.2032  15.5563
O  5.5885  3.446  17.0921
O  7.4206  1.3465  17.9259
O  7.4979  2.2696  24.2697
O  9.3967  -3.2548  16.0891
O  12.9683  -6.6978  28.4503
O  9.2996  11.2532  19.4791
N  13.4785  2.7275  15.5311
O  11.7438  10.8326  20.3027
O  10.0854  7.8375  19.8543
O  10.3956  19.4996  23.5613
O  22.8255  6.3467  23.3377
O  11.8911  12.5877  23.2094
O  5.4094  -2.2393  18.9188
O  3.3276  4.4091  26.0715
O  12.4008  14.7261  17.7305
N  7.991  2.8162  15.8148
N  11.4219  -5.4935  15.7354
O  33.4616  9.0488  28.4945
O  3.9143  12.6046  32.4509
O  14.164  18.4449  17.9698
N  11.7779  9.1519  17.8512
O  0.9045  15.4453  30.7901
O  11.811  6.4684  18.383
O  9.8961  15.7648  17.8042
O  0.8826  10.3678  15.5304
O  5.2799  11.1369  18.8375
O  1.1454  12.0787  17.5178
O  0.755  14.902  22.0343
O  4.5092  -1.8605  24.5392
O  2.901  15.3452  23.497
O  19.9976  9.3663  29.1076
O  9.7362  -0.3039  22.0411
O  4.2754  6.9277  20.3244
O  12.2739  -8.5788  32.1847
O  8.9428  8.5983  31.5827
O  5.9818  -5.4311  30.3847
O  7.6966  7.8224  20.8599
O  18.6787  9.2163  23.0658
N  12.6449  8.2439  20.4401
O  19.6437  16.4501  20.0713
O  3.3041  10.1155  17.4409
O  5.163  14.4025  24.4181
O  2.324  5.6799  21.1882
O  -0.6053  12.9304  21.1636
O  3.557  12.7157  17.7988
O  18.5116  4.0121  18.3603
O  19.2648  9.4649  17.9626
O  15.3987  6.242  24.5139
O  8.4017  4.1023  25.7743
O  5.9739  2.0587  26.4719
N  20.5549  11.4058  16.731
O  14.9318  6.8014  35.355
O  -1.1917  14.199  23.4628
O  -5.3147  -20.9794  28.8033
O  4.1191  16.6041  15.9812
O  5.864  7.6224  22.7487
O  15.5112  4.4862  28.3402
O  5.5281  0.7115  24.2848
O  11.3828  -0.4118  34.9666
O  9.2373  3.2611  28.1674
O  23.832  17.53  29.5466
O  20.8859  -4.3698  32.5828
O  9.537  12.289  35.5524
O  3.3036  7.7065  22.614
O  7.2441  15.8463  28.1295
O  14.4933  13.0693  27.5628
O  -0.7189  0.0107  27.2141
O  -3.0097  -3.8382  29.7508
O  11.5892  -0.0969  25.0091
O  8.4358  4.4428  30.3547
O  5.3713  13.7945  30.2906
O  -4.8053  0.7294  31.5047
O  13.9685  0.4564  24.4271
O  7.7628  -9.0121  29.8438
O  9.5626  -4.3105  22.2701
O  14.4288  10.1527  20.4911
O  12.7093  -0.7445  22.556
O  2.101  10.7957  32.991
O  8.8553  8.2072  34.2799
O  6.8887  31.3421  35.2879
O  -7.4109  -6.1622  30.6659
O  6.2343  2.8536  33.0131
O  -10.0435  6.8002  27.26
O  7.7196  3.3044  35.0638
O  7.9383  4.99  33.1718
O  9.7579  19.2625  26.7728
O  9.8832  1.9727  25.6132
O  4.5103  10.7593  26.558

Results
free energy: -152232.377 eV
free energy less fixed offsets of N -386.36, O -570.45, Si -639.56 eV per atom: 0.143 eV

Forces (eV/angstrom), in the order of the atoms: element, x, y, z
Si  -0.0161  -0.0014  0.1805
Si  0.0252  0.0165  0.1472
Si  0.0602  0.0235  0.145
Si  0.0148  0.0045  0.2223
Si  -0.0033  -0.0325  0.1872
Si  -0.0025  -0.0348  0.169
Si  -0.0101  0.0344  0.1888
Si  -0.0542  0.0058  0.1972
Si  0.0152  -0.0038  0.0209
Si  0.0225  0.0397  0.0055
Si  0.0367  0.0158  0.001
Si  -0.0187  -0.0394  0.0022
Si  0.002  -0.0066  0.0072
Si  0.0054  0.0174  0.0564
Si  -0.0269  0.0082  0.0035
Si  -0.0137  0.0084  0.011
Si  -0.0225  -0.0103  0.057
Si  -0.0386  -0.0173  0.0066
Si  0.024  0.007  -0.0047
Si  0.0011  0.0076  0.0472
Si  0.0352  0.0195  -0.0055
Si  0.0075  0.0096  0.0468
Si  -0.0238  -0.0021  0.0388
Si  0.0131  -0.0501  0.0191
Si  -0.0264  -0.0194  -0.0057
Si  -0.0095  0.0079  -0.0214
Si  -0.0146  0.0124  -0.0041
Si  0.0049  -0.0015  -0.0437
Si  0.0027  -0.0118  -0.0015
Si  0.0202  0.0127  0.0035
Si  0.0154  -0.0046  -0.0144
Si  -0.0072  0.01  -0.0108
Si  0.0114  -0.0004  0.0014
Si  -0.0153  0.0051  0.0004
Si  0.0112  -0.0205  0.0126
Si  -0.0149  0  -0.0043
Si  -0.0154  0.0048  0.0163
Si  0.0096  0.0137  0.0122
Si  0.0069  0.0008  -0.0097
Si  -0.0007  -0.0069  0.0037
Si  -0.0198  0.0047  0.0112
Si  -0.0344  0.0094  0
Si  0.0069  -0.0109  0.0062
Si  0.0111  -0.0054  0.0009
Si  0.0057  -0.0024  0.0123
Si  0.0023  -0.0015  0.0133
Si  0.0022  0.005  -0.0061
Si  0.0084  0.0052  0.0048
Si  0.0223  0.0048  -0.0024
Si  -0.0214  0.0019  -0.0078
Si  0.0042  0.0203  -0.0124
Si  -0.0111  -0.0329  -0.0085
Si  0.0154  0.0283  0.0002
Si  0.0183  -0.0097  -0.0019
Si  0.0012  -0.0036  -0.0146
Si  0.0012  0.0065  0.0093
Si  -0.005  0.0258  -0.0018
Si  -0.0347  -0.015  0.0255
Si  -0.0112  -0.0297  0.0122
Si  -0.0046  0.026  0.0045
Si  0.0199  -0.02  0.0075
Si  0.0082  0.0233  0.0212
Si  -0.0026  0.0248  -0.0288
Si  0.0102  -0.0314  0.0053
Si  -0.0289  -0.0311  0.0113
Si  0.0093  -0.0179  0.01
Si  -0.0089  -0.0016  -0.003
Si  -0.0512  0.0038  -0.0013
Si  -0.0247  0.012  0.0149
Si  -0.0281  0.0139  0.0227
Si  -0.0114  -0.0135  -0.0025
Si  0.0435  -0.0216  0.0257
Si  0.0554  0.0457  -0.049
Si  -0.0116  0.0174  -0.0449
Si  -0.0005  -0.0187  -0.1021
Si  -0.0025  0.0011  -0.0377
Si  -0.0436  -0.0007  -0.0291
Si  0.0168  0.0476  -0.0769
Si  -0.0141  -0.0279  -0.0505
Si  0.0387  0.0329  -0.0285
Si  0.0146  -0.0063  0.0803
Si  -0.0041  0.0641  -0.0102
Si  -0.0272  0.0432  -0.048
Si  0.0193  -0.0332  -0.029
Si  -0.0112  0.0072  -0.018
Si  0.0374  -0.0696  0.0114
Si  0.1081  -0.0832  0.0168
Si  -0.0846  -0.0281  0.0547
Si  -0.0858  -0.1497  -0.0259
Si  0.0021  0.0304  -0.0436
Si  0.0093  -0.0041  0.006
Si  0.0476  -0.0164  -0.1568
Si  -0.0033  0.0358  0.0082
Si  0.0428  -0.0467  -0.1393
Si  -0.1065  -0.028  -0.1626
Si  -0.0136  -0.0177  -0.1873
Si  -0.0126  -0.0352  0.1472
Si  0.0333  0.0091  0.1801
Si  0.062  0.028  -0.2854
Si  -0.0472  -0.0066  -0.1867
Si  0.073  0.1329  -0.4436
Si  -0.0074  0.0731  -0.1583
Si  -0.0079  0.0399  -0.2419
Si  0.0004  0.0213  -0.276
Si  0.0988  0.0204  -0.2418
Si  0.0095  0.0147  -0.0094
Si  0.0361  -0.0911  -0.221
Si  0.0833  0.0045  -0.257
Si  -0.0512  -0.0534  -0.1328
Si  0.0392  0.0445  -0.3388
Si  0.0569  -0.0871  -0.2324
Si  -0.0119  0.0221  -0.181
Si  -0.0065  0.0193  -0.1475
Si  0.0941  -0.0141  -0.2133
Si  -0.1166  0.1064  -0.2488
Si  0.0177  0.0017  -0.2264
Si  -0.005  0.0175  0.0047
Si  -0.033  -0.0093  0.0277
Si  -0.045  0.004  -0.1296
Si  -0.03  0.0868  -0.2897
Si  0.0209  -0.022  0.1657
Si  -0.0115  -0.0437  -0.2581
Si  -0.0233  -0.0531  0.1532
Si  -0.0389  -0.0574  0.1692
Si  -0.0323  -0.0275  0.1861
Si  -0.0007  -0.04  0.1936
Si  -0.0182  -0.0251  0.0223
Si  0.0111  -0.0441  0.1642
Si  0.0179  -0.0107  0.2279
Si  -0.0548  -0.0569  -0.1555
Si  0.0258  -0.019  0.0438
Si  -0.0702  -0.028  -0.3351
Si  -0.0211  -0.0232  0.2423
Si  0.0131  0.0288  0.2282
Si  0.0124  -0.0137  0.1898
Si  0.0287  0.0359  0.1816
Si  -0.0093  0.0617  -0.2366
Si  0.0391  -0.0399  0.1683
Si  -0.018  -0.0046  0.2347
Si  -0.0145  0.0109  0.1818
Si  -0.0432  -0.0706  -0.3039
Si  0.0188  0.0119  0.1063
Si  0.0076  -0.0318  0.2251
Si  -0.0022  0.0135  0.1606
O  -0.0603  -0.0146  -0.1399
O  -0.0324  0.0262  0.0418
O  0.0094  0.0381  -0.1527
O  0.0151  0.0098  -0.0679
O  -0.0224  -0.0143  -0.0996
O  0.0422  -0.0327  0.1486
O  0.0098  0.0522  -0.0439
O  -0.0187  -0.0361  -0.0035
O  -0.0197  -0.0148  -0.0943
O  -0.0467  -0.0232  -0.1026
O  0.0468  -0.0162  -0.0757
O  0.0535  -0.0391  -0.0915
O  -0.0018  -0.0212  -0.123
O  -0.0261  0.0152  -0.1354
O  -0.0336  0.0083  0.1011
O  -0.0181  -0.0124  0.0785
N  -0.0895  0.1241  0.2096
O  0.0086  -0.0462  0.092
O  -0.0261  0.0162  0.1235
N  0.0051  0.0856  0.1362
O  -0.093  0.0361  -0.036
O  -0.0198  -0.0454  0.1464
O  -0.0214  -0.014  -0.0297
O  -0.0126  -0.0033  0.0875
O  0.0031  -0.0289  -0.1129
O  0.081  -0.0286  0.2536
N  0.0896  0.0165  0.0533
O  0.0318  0.0163  0.098
O  -0.0831  0.0169  0.1285
O  0.0345  0.0285  0.0284
O  0.01  0.0065  0.07
O  0.0534  0.0149  0.0648
O  0.0086  0.0026  0.0802
O  -0.0093  0.0415  -0.0911
O  0.0109  -0.0025  0.1074
N  -0.0603  0.0658  0.1097
N  0.0722  0.0124  0.1543
O  0.0121  0.0347  -0.0642
O  0.0124  0.027  -0.1036
O  0.004  -0.0806  0.1727
N  -0.1144  -0.1123  0.1126
O  0.0393  0.0639  -0.1077
O  0.0523  0.1286  0.1524
O  -0.0456  0.012  0.0592
O  0.0539  -0.013  0.1301
O  0.0237  -0.048  0.158
O  0.0042  0.0185  0.0467
O  0.0193  -0.003  0.0276
O  0.0054  0.0141  0.0475
O  0.0487  -0.0524  0.0502
O  0.0165  0.0562  -0.1001
O  -0.018  -0.0427  0.1627
O  -0.0388  -0.0076  0.181
O  -0.0568  0.0651  -0.0987
O  -0.039  0.0339  -0.1604
O  -0.0294  0.0174  -0.0453
O  -0.0251  0.0196  0.0509
O  0.032  0.0143  0.1182
N  0.0844  0.0073  0.2151
O  0.015  0.0518  0.1813
O  -0.0358  -0.056  0.1296
O  0.0065  0.0251  -0.0408
O  -0.0157  -0.0974  0.0995
O  0.0332  0.0689  0.1198
O  0.0389  0.0067  0.0662
O  0.0149  0.0466  0.0744
O  -0.0538  -0.0377  0.1578
O  0.0333  -0.0248  0.0564
O  -0.0097  -0.0099  -0.0861
O  0.0254  0.0198  -0.0709
N  0.0108  -0.0467  0.2464
O  0.0112  -0.0157  -0.0682
O  -0.0181  0.0147  0.0407
O  -0.0516  -0.0329  -0.1554
O  0.0081  -0.0265  0.0899
O  -0.0296  -0.053  0.1003
O  -0.0327  -0.006  -0.1275
O  -0.0068  -0.0044  -0.0397
O  0.0412  -0.0456  -0.1122
O  0.0158  0.0103  -0.123
O  -0.0022  0.0442  -0.064
O  0.0221  0.0026  -0.1072
O  -0.0153  -0.0132  -0.0803
O  0.0379  0.0025  0.1439
O  -0.0022  -0.0069  -0.1077
O  -0.0228  -0.0351  -0.06
O  -0.0046  0.0547  -0.0455
O  -0.0041  0.0025  -0.0676
O  0.0331  -0.0217  0.0237
O  0.0043  0.0474  -0.0843
O  -0.0126  0.034  -0.0519
O  0.0396  -0.0205  -0.1517
O  0.0528  0.0333  0.0262
O  0.017  -0.0086  -0.0703
O  0.0498  -0.0196  0.1373
O  -0.071  0.0075  0.1085
O  -0.0169  0.0505  0.17
O  0.0134  0.0071  -0.0764
O  0.0386  -0.0107  -0.1575
O  -0.0054  -0.022  -0.0677
O  -0.0072  0.0116  -0.0397
O  -0.0006  -0.0097  -0.1069
O  -0.0009  -0.0214  -0.1032
O  -0.0272  0.0559  -0.0926
O  0.0012  0.0284  -0.1006
O  -0.0223  0.0034  -0.0835
O  0.03  0.0105  0.0345
O  -0.0159  -0.0577  -0.0699

The program warned: the cutoff lies below the one the program advises for these potential files; the forces do not sum to zero within the program's tolerance; empty levels may hold ghost states of the PAW files; the exchange-correlation potential is rough where the density is thin.
